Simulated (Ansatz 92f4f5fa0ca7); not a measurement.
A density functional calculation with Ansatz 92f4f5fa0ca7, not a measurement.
Periodic cell of 285 atoms, Si195O90, from a study of silicon, its oxide and their interface. The atomic structure is a simulated model.
Doubt: the cutoff is far below the 930 eV that the study's wrapper takes by default for these files, so forces and energies are approximate.

Settings: functional PBE; potential files Ansatz PAW; basis plane waves; wave-function cutoff 580 eV; density cutoff ratio 5; exchange-correlation grid ratio 1; k mesh 1 x 1 x 1, Gamma-centred; self-consistency stop 5e-08 eV per atom in the density residual; occupations fixed; spin none; net charge 0.

Cell vectors (angstrom)
a 11.6015 0 0
b 0 10.938 0
c 0 0 40.3135

Atoms: element, x, y, z (angstrom)
Si 0 0 0.9665
Si 3.8672 0 0.9665
Si 7.7343 0 0.9665
Si 1.9336 1.3673 0.9665
Si 5.8008 1.3673 0.9665
Si 9.6679 1.3673 0.9665
Si 0 5.469 0.9665
Si 3.8672 5.469 0.9665
Si 7.7343 5.469 0.9665
Si 1.9336 6.8362 0.9665
Si 5.8008 6.8362 0.9665
Si 9.6679 6.8362 0.9665
Si 1.9336 2.7345 39.3464
Si 5.8008 2.7345 39.3464
Si 9.6679 2.7345 39.3464
Si 0 4.1018 39.3464
Si 3.8672 4.1018 39.3464
Si 7.7343 4.1018 39.3464
Si 1.9336 8.2035 39.3464
Si 5.8008 8.2035 39.3464
Si 9.6679 8.2035 39.3464
Si 0 9.5708 39.3464
Si 3.8672 9.5708 39.3464
Si 7.7343 9.5708 39.3464
Si 0 0 4.8337
Si 3.8672 0 4.8337
Si 7.7343 0 4.8337
Si 1.9336 1.3673 4.8337
Si 5.8008 1.3673 4.8337
Si 9.6679 1.3673 4.8337
Si 0 5.469 4.8337
Si 3.8672 5.469 4.8337
Si 7.7343 5.469 4.8337
Si 1.9336 6.8362 4.8337
Si 5.8008 6.8362 4.8337
Si 9.6679 6.8362 4.8337
Si 1.9336 2.7345 2.9001
Si 5.8008 2.7345 2.9001
Si 9.6679 2.7345 2.9001
Si 0 4.1018 2.9001
Si 3.8672 4.1018 2.9001
Si 7.7343 4.1018 2.9001
Si 1.9336 8.2035 2.9001
Si 5.8008 8.2035 2.9001
Si 9.6679 8.2035 2.9001
Si 0 9.5708 2.9001
Si 3.8672 9.5708 2.9001
Si 7.7343 9.5708 2.9001
Si -0.0845 0.1704 28.9786
Si 3.4448 0.2287 29.5664
Si 8.8166 0.7038 30.319
Si 1.5659 1.6929 29.5704
Si 4.7853 2.1533 29.375
Si 7.0434 1.1171 27.917
Si -2.2701 5.8009 28.6716
Si 3.4065 6.4056 30.2451
Si 6.0457 8.5219 31.5751
Si 1.5378 5.858 28.8863
Si 7.2413 5.3725 29.6463
Si 11.0837 5.9764 30.1736
Si 1.7436 2.9261 31.6078
Si 5.5539 2.9242 31.5167
Si 9.4074 2.6445 31.687
Si -0.2867 4.126 31.658
Si 3.6642 4.4094 31.6447
Si 7.5443 4.149 31.6557
Si 2.4105 8.0703 31.6798
Si 5.6831 7.1948 29.6916
Si 10.0843 7.8861 31.6192
Si 0.3599 9.2682 31.5252
Si 4.0134 9.8087 31.534
Si 8.2379 9.5874 31.5573
Si 0.0786 -0.0405 33.384
Si 3.8684 0.1225 33.5125
Si 7.8041 -0.0461 33.5396
Si 1.9085 1.4604 33.492
Si 5.821 1.4097 33.4095
Si 9.7003 1.3417 33.6126
Si -0.0218 5.4216 33.6306
Si 3.8717 5.5518 33.6621
Si 7.6784 5.5316 33.5582
Si 1.9344 6.8394 33.6492
Si 5.8042 6.9898 33.4878
Si 9.6812 6.7806 33.6328
Si 1.9865 2.7402 35.484
Si 5.8682 2.7057 35.4342
Si 9.7175 2.7418 35.5066
Si 0.0559 4.0752 35.5351
Si 3.9427 4.0876 35.4989
Si 7.7639 4.1104 35.4674
Si 1.896 8.2499 35.5144
Si 5.7636 8.2404 35.4863
Si 9.6502 8.2384 35.4867
Si -0.0184 9.615 35.4281
Si 3.8346 9.6199 35.4385
Si 7.6989 9.5793 35.4934
Si 0 0 37.4128
Si 3.8672 0 37.4128
Si 7.7343 0 37.4128
Si 1.9336 1.3673 37.4128
Si 5.8008 1.3673 37.4128
Si 9.6679 1.3673 37.4128
Si 0 5.469 37.4128
Si 3.8672 5.469 37.4128
Si 7.7343 5.469 37.4128
Si 1.9336 6.8362 37.4128
Si 5.8008 6.8362 37.4128
Si 9.6679 6.8362 37.4128
Si 1.9255 2.7236 6.7655
Si 5.7881 2.7092 6.7891
Si 9.6499 2.7181 6.7758
Si -0.0203 4.0813 6.7582
Si 3.8663 4.0869 6.7695
Si 7.7144 4.0775 6.7775
Si 1.9317 8.2062 6.7531
Si 5.789 8.1854 6.7869
Si 9.6437 8.1836 6.7648
Si -0.0265 9.5477 6.7467
Si 3.8702 9.5636 6.7601
Si 7.7219 9.5558 6.7574
Si -0.0366 -0.0284 8.6691
Si 3.8745 -0.0322 8.7083
Si 7.7301 -0.0172 8.6839
Si 1.9121 1.2954 8.6544
Si 5.8093 1.3342 8.7387
Si 9.6436 1.376 8.7353
Si -0.0216 5.4702 8.6691
Si 3.8665 5.4166 8.7305
Si 7.6862 5.4253 8.7279
Si 1.9297 6.778 8.6324
Si 5.794 6.8048 8.7305
Si 9.6048 6.7894 8.6832
Si 1.8558 2.6052 10.587
Si 5.8128 2.6438 10.7266
Si 9.6297 2.8782 10.6082
Si 0.0157 4.1245 10.6
Si 3.8327 3.9127 10.5914
Si 7.6539 4.1748 10.7576
Si 1.9099 8.0981 10.5587
Si 5.8305 8.1284 10.7037
Si 9.5776 8.1519 10.6027
Si -0.0576 9.428 10.5018
Si 3.8675 9.4146 10.5546
Si 7.6896 9.6478 10.6637
Si -0.4562 -0.3175 12.4495
Si 3.9458 -0.2343 12.484
Si 7.7692 0.1956 12.6147
Si 2.1491 1.2237 12.5123
Si 5.672 1.306 12.7371
Si 9.744 1.5319 12.4974
Si 0.052 5.4388 12.5846
Si 3.8741 5.2364 12.5076
Si 7.7198 5.5239 12.8
Si 2.0295 6.7033 12.4602
Si 5.6598 6.7449 12.6863
Si 9.6949 6.8182 12.5894
O 3.8617 9.8929 13.9463
O 3.9108 4.4907 14.0235
O -3.9938 3.7002 16.6879
O 10.0725 -0.8942 15.4637
O 5.093 7.5703 14.0464
O 12.5427 0.2825 13.1224
O 7.864 4.519 14.1444
O 2.4809 2.3426 13.663
O 0.2354 4.4284 13.8965
O 8.1471 9.953 13.7507
O 2.3506 7.7052 13.7553
O 10.3346 13.1569 13.9117
O 11.7707 10.7382 27.4016
O 9.303 4.4741 27.6394
O 6.7919 4.2187 28.4847
O 6.0634 8.2163 28.4179
O 3.5144 10.3229 28.1221
O 11.8402 -1.1114 29.9505
O -6.0725 1.7116 27.9489
O 7.9292 2.2246 27.0937
O 7.1431 10.5269 27.3617
O 3.8695 3.4878 28.9444
O -1.6821 0.4922 29.1131
O 9.4087 7.2017 27.8077
Si 5.6476 11.5198 18.6692
Si 3.7481 2.9304 14.5048
Si -1.3559 5.8044 19.8196
Si 6.4734 9.0497 27.0694
Si 10.6325 11.1078 21.5127
Si 0.6263 2.1483 22.9669
Si 5.9124 6.2334 22.202
Si 3.695 8.3463 14.4444
Si 7.8838 4.169 20.7765
Si 1.9188 6.8119 26.7251
Si 2.9861 9.821 21.4205
Si 1.9008 10.7574 24.2678
Si 2.0901 8.447 17.0118
Si 14.543 -4.3193 21.1423
Si 1.5583 5.6044 18.54
Si -0.4615 3.2963 14.8506
Si 7.8229 3.8566 27.2419
Si 10.471 8.1418 21.9577
Si 6.9366 2.4057 23.2532
Si 2.3083 3.5991 28.3446
Si 9.1351 7.8089 26.3238
Si 6.0016 4.724 24.9228
Si 1.8998 2.782 16.94
Si 3.5704 9.6164 26.6541
Si 3.0516 4.9359 25.8057
Si 7.5088 -2.2809 21.5644
Si 10.9876 10.4192 26.0009
Si 9.6594 1.3575 24.0934
Si -2.7201 -3.8373 17.3447
Si 13.0154 4.9423 23.1977
Si 9.642 0.4422 18.5674
Si 10.8972 9.4442 16.7186
Si 7.3488 -1.7729 18.556
Si 8.501 4.5861 15.6566
Si 7.7256 2.682 17.9544
Si -1.8757 -1.446 13.9719
Si 11.1604 6.7408 24.577
Si 5.8638 0.1707 21.6278
Si 2.6148 11.1661 18.648
O 7.5226 -2.9301 17.437
O 9.4602 4.6572 20.7066
O 6.5368 1.5796 17.75
O 10.0186 4.0311 15.7609
O 6.8878 5.4053 21.1813
O 2.425 10.8668 20.2685
O -1.7712 7.8526 13.9075
O 3.3994 8.2843 16.046
O 3.3163 2.7706 16.0768
O 2.4182 9.6579 18.0535
O 2.7509 8.2167 26.7734
O 1.7505 1.4808 17.9743
O 1.2123 3.5462 22.3861
O 7.2088 -0.7167 21.8105
O 5.9078 -1.0307 18.4497
O 3.0083 10.5571 25.4438
O 0.0383 5.3469 19.1077
O 0.6319 2.6813 15.8952
O 4.6921 4.9722 25.861
O -1.4186 8.0745 17.243
O 1.7911 6.1675 22.2081
O 8.1579 1.9461 24.2277
O 11.2399 7.8057 23.3457
O 1.7191 1.4205 23.9536
O 0.015 5.2935 23.9772
O 9.6349 6.7415 25.1811
O 1.9078 4.229 17.7244
O 11.9161 1.151 21.7148
O 7.31 4.6348 25.8984
O 7.4422 12.0388 29.5107
O 4.5554 10.1673 21.6735
O -0.9246 -3.9125 20.8023
O 0.4885 10.1573 24.8314
O 2.6373 4.712 24.2443
O 10.8261 2.4621 23.7673
O 9.6867 0.2905 22.8442
O 5.9136 3.336 24.0946
O 7.5501 8.1872 26.1879
O 5.9436 0.9844 20.2221
O 5.1107 9.2773 26.2173
O 7.4904 3.5269 19.3323
O 2.4667 3.6582 26.688
O 2.2497 9.9867 22.871
O -2.4227 1.8944 17.9638
O -6.4502 2.1428 14.1137
O 4.3724 6.0796 21.7063
O 2.6368 5.832 19.7483
O 9.1522 6.193 18.6702
O 6.2729 7.8079 22.1454
O 4.0991 0.7912 18.3198
O -2.7181 -2.6924 22.3117
O 5.9038 1.2244 22.8435
O 10.0381 9.1365 26.1907
O -3.0187 6.1561 16.0677
O 10.9262 10.6497 17.8462
O 6.1269 5.8729 23.7801
O 10.0154 0.698 25.5372
O 8.4231 -0.5894 18.3359
O 0.7797 -1.9226 16.2123
O 7.6285 8.4039 19.9637
O 7.6795 3.0612 21.9544
O 1.6899 6.9837 17.6445
O 11.059 9.542 21.354
O 0.5889 7.1134 25.7923
O 2.8754 8.2468 20.9611
O 9.8899 0.6588 20.1571

Results
free energy: -175142.076 eV
free energy less fixed offsets of O -568.88, Si -635.61 eV per atom: 1.074 eV

Forces (eV/angstrom), in the order of the atoms: element, x, y, z
Si 0.0037 0.0547 -0.0142
Si -0.0003 0.0474 -0.0104
Si 0.0071 0.0255 -0.0007
Si -0.0015 -0.0321 -0.0104
Si 0.002 -0.0752 -0.0002
Si -0.0089 -0.018 0.0064
Si 0.0012 0.0176 -0.0041
Si -0.0048 0.0211 0.0039
Si -0.0083 0.0542 0.0011
Si -0.0058 -0.0057 0.017
Si -0.0022 -0.0581 0.0086
Si 0.0165 -0.0389 0.0088
Si -0.0033 0.0451 -0.0137
Si -0.0122 0.1044 -0.0462
Si -0.0031 0.0069 -0.0003
Si -0.0086 0.0092 0.0405
Si -0.0156 0.0157 0.0343
Si 0.0071 -0.0296 0.0273
Si 0.0292 -0.024 0.0307
Si 0.0174 0.0451 0.0127
Si -0.0013 0.0255 0.0175
Si 0.0128 -0.0949 -0.043
Si 0.0105 -0.0698 -0.0262
Si 0.0139 -0.0302 -0.01
Si -0.0372 -0.0041 -0.0724
Si 0.0263 0.0411 -0.0279
Si -0.0225 0.0007 -0.0372
Si 0.008 -0.0464 -0.0469
Si -0.0138 -0.1084 0.0727
Si -0.0223 -0.0898 0.0374
Si -0.015 -0.0144 0.0066
Si 0.0082 -0.0136 0.0649
Si -0.0239 -0.0291 0.1249
Si 0.0017 -0.0351 -0.0746
Si 0.0034 -0.0722 0.0754
Si -0.0273 -0.1218 -0.0437
Si -0.0099 0.0129 -0.0105
Si 0.0005 0.074 0.0146
Si 0.0006 0.0326 0.0146
Si 0.0044 -0.0129 -0.0078
Si -0.0083 -0.0241 0.0034
Si -0.0037 -0.052 0.0095
Si -0.0033 -0.0048 -0.0292
Si -0.0006 0.0572 0.0026
Si -0.0092 0.0346 -0.0068
Si 0.0058 -0.0261 -0.016
Si -0.0149 -0.0417 0.0095
Si -0.0053 -0.0221 0.006
Si -0.0049 -0.0021 -0.0036
Si -0.0053 -0.0165 -0.0093
Si 0.0097 -0.0027 -0.0059
Si 0.0095 0.0063 0.0045
Si -0.0016 0.0153 -0.0202
Si 0.0087 -0.0027 -0.0011
Si -0.0023 -0.0033 0.0088
Si 0.0033 -0.0018 0.0041
Si 0.0006 0.0016 -0.0002
Si 0.0003 0.0016 0.0036
Si 0.0072 -0.0028 -0.008
Si -0.0027 -0.0025 -0.0026
Si 0.0127 0.0045 -0.0046
Si -0.0067 -0.0018 0.0135
Si 0.002 0.0013 0.0042
Si -0.0063 0.0021 -0.0004
Si -0.0032 -0.0007 0.0002
Si 0.0033 -0.0008 -0.0016
Si -0.0021 -0.0026 -0.0033
Si -0.0067 0.0037 -0.0083
Si 0.0032 0.0041 -0.0026
Si 0.0015 -0.0023 0.0001
Si 0.0013 0.0036 0.0003
Si -0.0004 0.0006 0.0008
Si -0.0013 0.0005 -0.0026
Si -0.0029 0.0016 -0.0005
Si 0.0008 0.0028 0.0016
Si -0.0004 -0.0025 0.0007
Si -0.0019 -0.0001 -0.0037
Si -0.0011 -0.0004 0.0005
Si -0.0002 0.0003 0.0008
Si 0.0039 -0.0024 0.0004
Si 0.0021 0.0002 0.0023
Si 0.0002 0.0012 0
Si 0.0017 0.0028 -0.0018
Si 0.0027 0.0021 -0.0019
Si -0.0024 0.0018 -0.0034
Si -0.0018 0.0021 -0.0015
Si -0.0018 0.0006 -0.0026
Si -0.0027 -0.0012 0.0011
Si -0.0003 0.0013 -0.0002
Si -0.0014 0.0005 -0.0009
Si 0.0008 -0.0028 -0.0002
Si 0.0023 -0.0004 -0.0021
Si 0.0006 -0.0014 0.0001
Si 0.0026 0 -0.0035
Si 0.0007 0.0013 -0.0022
Si 0.0012 0.0005 -0.0013
Si -0.0822 0.1487 -0.2334
Si -0.0629 0.08 -0.0673
Si -0.0296 0.1118 0.1115
Si 0.1179 -0.0603 0.0112
Si 0.0884 -0.073 -0.1912
Si -0.0043 -0.0185 0.2089
Si 0.0554 0.1239 0.1865
Si 0.1225 -0.0453 0.1048
Si 0.0411 0.0261 -0.0746
Si -0.0519 0.0653 0.0583
Si -0.1138 0.0251 -0.0959
Si 0.0122 0.0583 -0.0411
Si 0.0005 0.0013 0.0004
Si -0.0001 -0.0008 0.0012
Si 0.0001 -0.0002 0.0016
Si 0.0002 0.0004 0.0019
Si 0.0009 0.0006 0.0023
Si -0.0002 -0.0007 0.0011
Si 0.0002 0.0007 0.0011
Si -0.0001 -0.0002 0.0007
Si -0.0003 -0.0004 0.0023
Si -0.0002 -0.0007 0.0008
Si 0.0005 0.0001 0.0008
Si 0.0002 -0.0001 0.001
Si -0.0014 0.0005 -0.0017
Si -0.0017 0.0005 -0.0007
Si -0.0012 0 -0.0017
Si -0.0015 0.0004 -0.0005
Si -0.0008 -0.0005 -0.0016
Si -0.0017 0.0008 0.0003
Si -0.0002 0.0013 -0.0012
Si 0.0002 0.0004 0.0014
Si 0.0002 -0.0001 -0.0014
Si 0 -0.0002 0.0002
Si -0.0013 -0.0001 -0.0006
Si -0.0018 -0.0012 0.0019
Si 0.0005 -0.0026 0.0019
Si -0.0007 0.0005 -0.0027
Si 0.001 0.0022 -0.0072
Si 0.0019 0 -0.0028
Si -0.0006 -0.0003 -0.0039
Si -0.0005 0.0003 -0.0008
Si 0.0008 -0.0006 -0.0013
Si 0.0022 -0.0004 -0.0005
Si -0.0011 0.0014 -0.0034
Si 0.0037 -0.0027 -0.0053
Si 0.0005 -0.0008 -0.0056
Si 0.0026 0.0016 0.0023
Si 0.0088 0.008 -0.0013
Si -0.004 -0.0017 0.0073
Si -0.0045 -0.0003 0.0006
Si 0.0004 0.0049 0.0002
Si -0.0033 0.0029 0.0021
Si 0.0053 -0.0011 0.0114
Si -0.0015 -0.0014 0.0037
Si 0.002 -0.003 0.0044
Si -0.0003 -0.0005 0.0067
Si -0.0015 -0.0018 0.0002
Si -0.0024 -0.0023 0.0029
Si -0.0009 0.0048 0.0073
O 0.0011 0.0011 0.0009
O 0.0008 0.0048 0.002
O 0 0.0023 0.002
O -0.0021 0.0033 -0.002
O 0.0077 -0.0063 0.0024
O -0.0063 -0.0043 0.0033
O -0.0051 0.0045 -0.0072
O -0.0052 -0.007 0.0001
O 0.0007 0.0099 -0.001
O -0.0059 0.0035 0.0027
O -0.0051 -0.0048 0.0021
O -0.0078 -0.0054 -0.0038
O 0.009 0.0038 0.005
O -0.0019 -0.0008 -0.0066
O 0.0031 0.0016 -0.0034
O -0.0109 -0.028 0.0224
O -0.001 0.0148 0.0111
O -0.0031 -0.0059 0.0044
O -0.0013 -0.0022 0.0092
O -0.0063 -0.0039 -0.0041
O 0.0054 0.0168 -0.0057
O 0.0055 -0.0121 -0.0022
O 0.0069 0.003 0.0029
O 0 0.0049 -0.0001
Si -0.001 -0.0018 -0.0012
Si -0.006 0.0035 -0.0055
Si 0.0011 0.0024 0.002
Si 0.0094 0.0097 0
Si -0.0019 -0.0038 -0.0041
Si -0.0035 -0.0023 0.0037
Si 0.0031 0.0012 0.0041
Si -0.0039 0.0079 -0.0023
Si -0.001 -0.0011 0.001
Si 0.0026 -0.0105 0.0087
Si 0.0069 0.0014 0.0007
Si -0.0032 0.0014 0.002
Si -0.0039 -0.0005 -0.0054
Si 0.003 0.0022 -0.0004
Si -0.0016 -0.0006 -0.0069
Si 0.0047 -0.0043 -0.0048
Si -0.001 0.0051 0.0096
Si -0.0056 0.0037 0.0019
Si 0.0023 -0.0029 0.0052
Si 0.0033 0.0209 -0.0037
Si 0.0049 -0.0072 0.0059
Si 0.0033 -0.001 -0.0002
Si 0.0019 -0.0026 -0.0037
Si 0.0013 0.0047 0.0052
Si 0.0031 0.0038 0.0072
Si 0.007 -0.0029 -0.0108
Si -0.0029 -0.0005 0.0006
Si -0.0011 0.0007 0.0042
Si -0.0019 0.0011 -0.0073
Si -0.0022 0.0005 0.0024
Si -0.0125 -0.0054 -0.0018
Si 0.0044 -0.0027 -0.0045
Si 0.0166 0.0182 -0.0015
Si -0.0016 0.0003 -0.0018
Si -0.0008 -0.0054 -0.0075
Si 0.0039 -0.0086 0.0058
Si -0.0017 0.0013 0.0042
Si -0.0025 -0.0031 -0.0012
Si -0.0027 0 -0.0028
O 0.0057 0.0059 0.0166
O 0.0001 0.0006 -0.0026
O 0.0021 0.0036 0.0052
O 0.0031 -0.0037 0.0091
O 0.0011 -0.001 -0.0028
O 0.0002 0.0002 -0.0015
O -0.0004 -0.0062 -0.0068
O 0.0051 -0.0024 -0.0015
O 0.0046 0.0009 -0.0012
O -0.0008 -0.0061 0.0021
O 0.001 0.0028 -0.0114
O -0.0016 0.0052 0.0016
O 0.0003 -0.0023 -0.0043
O 0.0018 -0.0032 -0.0045
O 0.021 -0.0024 0.0076
O 0.0033 -0.0018 -0.002
O 0.0011 0.0019 0.001
O -0.0087 0.0021 -0.0017
O -0.0065 -0.0005 -0.0053
O -0.0018 -0.0002 0.0067
O -0.0022 -0.0017 -0.0003
O 0.0027 -0.0014 -0.0048
O 0.0017 -0.0021 0.0014
O 0.0008 -0.0002 -0.0051
O -0.0013 0.003 -0.0014
O 0.0005 0.0023 -0.007
O 0.0003 -0.0033 0.0045
O -0.0007 0.0004 0.0004
O 0.0037 -0.004 0.0015
O -0.0041 0.0025 -0.0036
O -0.0051 -0.0014 -0.0031
O 0.0012 -0.0053 -0.0031
O 0.0002 -0.0004 -0.004
O 0.0066 -0.0006 -0.0035
O -0.0001 -0.001 -0.0065
O -0.0015 0.0002 -0.0027
O -0.0042 0.0074 0.0013
O -0.0095 0.0026 -0.0107
O -0.0018 0.0004 -0.0022
O -0.0045 0.0049 -0.0163
O 0.0008 0.0013 0.0003
O -0.0001 -0.0073 0.0039
O -0.0026 -0.0005 0.0007
O 0.0016 -0.0042 0.0053
O 0.0111 -0.0061 0.0001
O 0.0003 -0.0001 -0.0024
O 0 -0.0016 0.001
O -0.0015 0.0017 -0.0005
O 0.0049 0.003 -0.0061
O 0.0057 -0.0001 0.0015
O -0.003 -0.0008 -0.0103
O -0.001 0.0053 0
O 0.004 -0.0004 -0.0086
O -0.0048 -0.0038 0.0011
O -0.0008 -0.0029 0.0035
O -0.0006 -0.0017 0.0004
O -0.0011 0.0049 -0.0062
O -0.014 -0.0223 0.025
O -0.0025 -0.0002 0.0053
O -0.0116 0.0145 -0.0058
O 0.0017 -0.0004 -0.0027
O 0.0014 0.006 0.002
O -0.0004 0.0063 -0.0012
O -0.0007 0.0047 -0.0084
O 0.0002 0.0011 0.0001
O -0.0016 -0.0034 -0.0072

The program warned: the cutoff lies below the one the program advises for these potential files; the forces do not sum to zero within the program's tolerance; the exchange-correlation potential is rough where the density is thin.
